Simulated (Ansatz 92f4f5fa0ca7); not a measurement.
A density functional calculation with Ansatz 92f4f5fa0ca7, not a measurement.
Periodic cell of 158 atoms, Si90O68, from a study of silicon, its oxide and their interface. The atomic structure is a simulated model.

Settings: functional r2SCAN; potential files Ansatz norm-conserving; basis plane waves; wave-function cutoff 1300 eV; density cutoff ratio 4; exchange-correlation grid ratio 1; k mesh 2 x 2 x 1, shifted by 0.5 0.5 0.5 of a step; self-consistency stop 5e-08 eV per atom in the density residual; occupations Fermi-Dirac, 0.05 eV; spin none; net charge 0.

Cell vectors (angstrom)
a  10.88  0  0
b  0  10.88  0
c  0  0  21.865

Atoms: element, x, y, z (angstrom)
Si  -0.4776  -1.0208  -1.4846
Si  3.4906  4.9719  -0.3443
Si  0.2995  5.4281  -0.2513
Si  5.1076  8.888  -0.8001
Si  7.3269  0.2111  -1.0413
Si  9.4519  3.9875  1.1634
Si  7.2374  4.1943  0.5102
Si  8.3226  7.5664  0.2734
Si  1.7642  1.8917  1.4269
Si  3.3118  3.3483  1.4645
Si  1.8946  7.1327  1.4519
Si  4.2858  9.4569  1.394
Si  6.7289  1.2936  0.9581
Si  11.0328  3.1421  -0.1128
Si  6.7546  6.438  1.5855
Si  9.3806  9.4033  1.2724
Si  -0.0838  2.7201  2.7383
Si  2.7313  -0.0259  2.6339
Si  0.0348  8.1773  2.6938
Si  2.7327  5.4341  2.8375
Si  5.4273  2.6539  2.7612
Si  8.2018  0.0234  2.6704
Si  5.4435  8.1562  2.7813
Si  8.1476  5.4342  2.8781
Si  1.36  4.08  4.1083
Si  4.08  1.36  4.1083
Si  1.36  9.52  4.1083
Si  4.08  6.8  4.1083
Si  6.8  4.08  4.1083
Si  9.52  1.36  4.1083
Si  6.8  9.52  4.1083
Si  9.52  6.8  4.1083
Si  0  0  5.4777
Si  2.72  2.72  5.4777
Si  0  5.44  5.4777
Si  2.72  8.16  5.4777
Si  5.44  0  5.4777
Si  8.16  2.72  5.4777
Si  5.44  5.44  5.4777
Si  8.16  8.16  5.4777
Si  1.3595  1.3314  6.8064
Si  4.173  4.0274  6.7814
Si  1.5763  6.6013  6.8666
Si  4.0229  9.5967  6.9107
Si  6.7595  1.3534  6.8133
Si  9.4267  4.1921  6.9026
Si  6.7723  6.8459  6.8403
Si  9.443  9.635  6.7288
Si  0.9539  2.7798  8.3985
Si  2.1947  -0.2562  8.2326
Si  -0.7197  8.1208  8.3824
Si  2.1939  4.9682  8.1146
Si  5.5375  2.8154  7.9683
Si  8.3277  0.402  7.7226
Si  5.6288  8.4677  8.2674
Si  8.955  6.0099  8.1632
Si  2.6131  3.3676  10.0391
Si  4.1158  0.9391  8.8062
Si  0.463  9.9904  9.7265
Si  6.7171  7.004  10.5304
Si  7.4692  4.9439  9.5224
Si  9.6613  1.524  9.2474
Si  6.5172  10.622  9.043
Si  8.7265  8.1168  10.5463
Si  1.6889  -5.2629  11.9823
Si  4.385  2.9362  13.6004
Si  1.3872  8.5036  14.3216
Si  7.8801  0.2572  14.4698
Si  3.5623  6.8133  14.3572
Si  8.7417  2.7584  11.0481
Si  1.3893  3.175  13.9898
Si  8.5506  4.8994  14.7415
Si  0.2803  8.0907  11.6221
Si  3.614  14.0388  16.2152
Si  10.219  -0.7751  15.2325
Si  9.7681  2.4402  13.6765
Si  6.4281  12.0849  12.0231
Si  5.8427  12.5027  18.8296
Si  -1.3654  0.2373  17.7852
Si  1.7308  3.5707  18.9097
Si  0.115  7.3828  19.1571
Si  3.4491  5.4647  17.3386
Si  6.687  10.0102  17.2573
Si  5.8755  5.8132  13.1407
Si  -3.6416  4.4668  17.734
Si  5.8732  7.2896  18.2782
Si  9.663  2.8953  18.9296
Si  13.0215  -1.3241  19.8375
Si  2.8854  11.9698  18.5812
Si  10.4457  7.2662  16.0847
O  1.0542  -0.9346  -0.9337
O  3.5511  -1.4573  -1.3646
O  1.7088  6.4433  -0.0825
O  -1.7552  1.7012  -3.7683
O  -0.3467  6.904  -4.1256
O  0.1685  5.9336  -1.9184
O  2.9882  8.5874  0.9628
O  9.4771  -0.6188  -0.1605
O  2.2383  4.5169  -1.1941
O  9.8722  2.8634  -1.2484
O  8.3726  3.8941  -3.1732
O  6.9763  1.5486  -1.8489
O  6.9749  5.9341  -3.5442
O  9.7956  6.3748  0.7019
O  9.8421  8.2563  -1.6796
O  2.9853  0.2663  9.9084
O  5.6131  8.0818  9.7962
O  3.0975  -2.5452  14.3192
O  6.8989  3.6127  8.6301
O  1.1819  9.339  11.0468
O  -0.8215  11.0453  10.1534
O  5.2157  7.0174  14.1697
O  2.9398  6.2378  15.8658
O  1.8226  4.1804  11.1436
O  8.2395  4.2204  10.6438
O  10.5315  3.8297  8.1408
O  11.2001  -8.681  14.554
O  11.7653  7.4068  8.354
O  6.3298  11.1783  10.6292
O  9.6417  8.6495  11.7608
O  9.8582  1.8776  12.1455
O  1.0187  -3.2985  15.5366
O  0.8546  -6.1853  13.3167
O  7.3819  2.2117  11.4748
O  4.7288  4.4712  13.5965
O  2.1204  14.3164  15.4367
O  0.5532  10.0047  14.2015
O  5.0912  2.0137  12.5076
O  7.0328  -0.0142  15.8579
O  7.2799  5.2965  13.6913
O  9.3665  4.0198  13.8717
O  4.4273  12.1676  19.5197
O  7.7034  4.511  16.0727
O  4.3454  4.084  17.2152
O  2.2683  -0.4143  18.2886
O  6.3804  2.8744  17.9139
O  0.5624  7.8392  13.1463
O  0.703  6.5588  11.058
O  2.9527  6.358  12.7141
O  2.7497  13.6228  13.2658
O  3.2754  12.9401  17.3195
O  9.1503  -0.4889  14.0552
O  8.7584  1.717  14.454
O  10.7269  0.0928  16.5846
O  6.0367  10.9244  18.4139
O  6.7724  11.4423  13.3451
O  9.5161  8.5902  15.7215
O  0.2031  3.3128  18.4593
O  -0.884  -0.101  19.1827
O  1.4128  -2.6242  18.913
O  -1.1763  6.0847  15.1472
O  4.8211  2.632  15.23
O  1.866  2.04  19.4623
O  8.2638  9.9084  17.7307
O  6.5528  8.3817  17.2582
O  5.4564  7.7018  19.7616
O  4.3667  6.5623  17.9737
O  13.1509  4.8997  18.2433

Results
free energy: -42091.718 eV
free energy less fixed offsets of O -463.61, Si -117.95 eV per atom: 49.262 eV
pressure: 0.39 GPa
stress xx, yy, zz, yz, xz, xy (GPa, positive in tension): -0.62, 0.02, -0.56, 0.37, -0.03, 1.21

Forces (eV/angstrom), in the order of the atoms: element, x, y, z
Si  -2.9985  -2.3451  3.022
Si  1.6997  0.2479  1.1814
Si  -0.445  4.6604  -2.0717
Si  0.2175  -0.4144  -2.6693
Si  -1.2032  -1.2352  1.5833
Si  -1.7156  0.9981  2.9282
Si  -0.5975  -0.4178  -0.1958
Si  1.3941  -1.7767  0.8056
Si  -2.612  -1.6383  0.268
Si  3.3676  2.9439  0.8381
Si  1.0177  2.4599  -0.4083
Si  -0.5362  0.9187  0.4559
Si  0.3488  0.5066  2.7065
Si  0.3815  -1.6676  0.0123
Si  -1.693  1.0746  -1.1286
Si  -0.8993  -0.1791  1.1984
Si  1.1289  0.9192  0.442
Si  0.8122  0.8028  0.3277
Si  0.4565  -0.0134  -0.8495
Si  0.3074  -0.7281  -0.9923
Si  -0.4003  -0.0888  -1.6564
Si  -1.1256  0.1851  -0.344
Si  1.2162  -1.2633  0.552
Si  1.3223  -1.1746  0.4243
Si  -0.9365  0.1492  0.3515
Si  -0.5589  -0.5092  -0.077
Si  -0.1215  0.1322  -0.385
Si  0.4148  0.0063  0.4716
Si  -0.3295  -0.222  0.3662
Si  -0.3085  -0.3464  -0.0547
Si  0.6163  0.1075  -0.3048
Si  0.9688  0.3866  0.0998
Si  0.4343  0.382  -0.698
Si  0.6652  -0.5249  -0.5338
Si  0.0191  -0.1392  -0.049
Si  0.3819  -0.0862  0.3261
Si  -0.4432  -0.2953  -0.129
Si  -0.1534  0.1822  0.0498
Si  0.2276  0.3528  -0.1132
Si  -0.6268  0.2199  -0.6271
Si  0.6979  -0.1281  -1.2728
Si  -2.4113  1.4169  -0.2433
Si  -2.0664  2.5166  0.501
Si  -0.7386  -0.5302  0.84
Si  -2.454  1.5081  -3.2478
Si  1.4398  0.3518  -0.6162
Si  0.9054  0.2838  0.9922
Si  0.1468  -1.4349  -0.0948
Si  -2.1877  0.1541  1.3865
Si  0.9344  -0.2767  0.8576
Si  1.5933  -0.4289  1.8733
Si  3.3309  -2.7427  0.928
Si  0.8421  -0.217  2.1412
Si  2.133  -1.0707  3.1158
Si  0.7179  1.475  -3.1853
Si  -1.9721  1.2853  -1.0744
Si  0.6388  0.122  -2.1878
Si  1.4187  0.0791  0.7511
Si  -1.8818  0.3009  -0.5334
Si  -2.1148  -1.5923  1.5152
Si  -1.6654  1.6229  -2.8513
Si  1.4301  0.2495  0.6765
Si  -0.8852  0.2208  0.7127
Si  -0.5416  0.8912  -2.9811
Si  -1.7302  -3.3388  2.688
Si  -1.0761  -1.31  0.4144
Si  1.6219  2.2306  -1.2962
Si  -3.2557  4.4364  0.6446
Si  0.672  -0.9511  -0.5308
Si  3.7408  -1.7743  -2.0885
Si  3.4514  5.3935  0.0039
Si  -3.4514  6.1006  2.9465
Si  1.5026  -0.2413  -0.3944
Si  -1.5405  -3.4066  -4.14
Si  0.3229  -2.8099  0.7445
Si  4.193  2.4263  -1.6556
Si  -5.1194  -1.6363  -3.2425
Si  2.0122  0.9708  0.3992
Si  -1.8857  -3.6454  -3.5688
Si  -1.527  1.4207  3.9178
Si  -2.3713  -2.1475  3.1804
Si  0.9287  2.1069  -2.9326
Si  4.4945  0.7534  -0.1079
Si  -1.0401  0.0593  0.0483
Si  1.0474  -3.3357  -1.7754
Si  -0.5999  -3.3229  0.5637
Si  -3.0013  3.1847  3.3105
Si  0.495  -2.2968  -4.3742
Si  2.8858  1.1748  0.7827
Si  -3.4349  -1.5554  0.3798
O  -0.5763  0.7645  -0.7264
O  1.5228  -0.2348  -0.691
O  -1.2229  0.7977  2.6086
O  -1.0676  0.1781  -2.0703
O  -1.1845  0.3519  -4.1908
O  -0.6063  -0.1438  1.5448
O  -3.2053  -3.9469  0.6343
O  1.8442  0.909  -0.8786
O  -2.056  -3.6459  -4.4496
O  -0.2692  -1.2849  -3.1646
O  2.911  0.6229  0.7684
O  -0.2644  1.3965  -0.924
O  -2.4657  1.7375  -0.7422
O  1.3063  -1.0879  -2.375
O  3.3549  1.1473  -2.4413
O  0.6857  0.3457  -2.6093
O  0.0789  -2.6958  3.3776
O  -3.8092  2.3028  -0.0679
O  -1.2594  1.0547  0.658
O  -0.5446  -0.88  0.2639
O  2.074  -1.3787  -0.5796
O  -1.2272  -2.2154  -0.3729
O  2.4806  -1.9297  -0.5073
O  -0.1921  2.292  1.2575
O  2.7481  -0.2127  3.5207
O  -0.9064  -0.0885  -0.65
O  -3.0877  -0.8616  -2.2831
O  -0.9001  0.2097  -2.483
O  -0.3879  -0.9694  1.0552
O  -0.6819  -0.8754  0.0378
O  -1.1038  3.5641  -0.0616
O  -0.3575  0.1854  1.7326
O  1.8743  -1.0277  -0.3891
O  0.7529  2.5292  0.5721
O  1.7002  3.3621  -1.3995
O  3.2329  0.9888  3.3888
O  3.6937  -1.7955  1.6302
O  -0.0985  -0.0289  -0.5955
O  -0.5091  -0.6292  -0.9123
O  1.6136  0.2362  1.0293
O  2.8164  -4.8893  -3.3616
O  -3.8628  0.8187  -1.3846
O  -0.4526  -0.3897  2.5995
O  0.2082  4.7441  0.2585
O  1.1059  1.5092  3.3771
O  -1.1962  0.5836  0.0177
O  1.2205  -1.0645  0.638
O  0.1836  0.8607  0.7313
O  -0.1168  -0.421  1.4996
O  1.7362  -1.0911  -0.9662
O  -1.8143  -3.0474  1.2846
O  0.4768  -2.3792  0.0841
O  -6.6623  -3.5823  4.8377
O  -3.4358  -0.6632  -0.0926
O  -0.5066  -1.5335  -3.5411
O  1.7885  -3.5299  3.436
O  2.2774  1.5198  0.333
O  1.9485  1.9772  -1.6859
O  3.4341  -1.2224  3.9327
O  1.9992  2.0269  2.1239
O  -0.621  0.0709  1.4604
O  -2.2322  -0.4954  -1.7877
O  1.7865  -0.589  -0.5491
O  2.6965  3.0099  -0.0652
O  -2.8023  -0.3474  0.3444
O  0.5361  2.523  1.926
O  1.9656  1.4984  -0.0526
O  -0.7118  -0.0455  -0.9565
